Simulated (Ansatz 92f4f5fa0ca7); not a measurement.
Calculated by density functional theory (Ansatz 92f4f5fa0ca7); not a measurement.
Periodic cell of 158 atoms, Si90O68, from a study of silicon, its oxide and their interface. The atomic structure is a simulated model.

Settings: functional r2SCAN; potential files Ansatz norm-conserving; basis plane waves; wave-function cutoff 1300 eV; density cutoff ratio 4; exchange-correlation grid ratio 1; k mesh 2 x 2 x 1, shifted by 0.5 0.5 0.5 of a step; self-consistency stop 5e-08 eV per atom in the density residual; occupations Fermi-Dirac, 0.05 eV; spin none; net charge 0.

Cell vectors (angstrom)
a, 10.88, 0, 0
b, 0, 10.88, 0
c, 0, 0, 23.4577

Atoms and the computed forces on them: element, x, y, z (angstrom), force x, y, z (eV/angstrom)
Si, -0.1383, 0.1083, 0.0538, -1.2016, 2.6111, 0.4819
Si, 2.6728, 2.6152, 0.0853, -0.6507, 2.0506, -0.4522
Si, 0.5728, 4.9289, -0.1389, -0.312, 0.0091, 0.2566
Si, 3.2068, 7.7161, 0.2024, -1.7358, -0.9854, 0.6383
Si, 5.9607, -0.4218, -0.0705, 1.9532, -0.3887, -1.7053
Si, 8.7634, 2.6704, 0.2442, -1.7164, -1.3461, -1.906
Si, 5.4253, 5.6689, 0.2576, 1.1024, -1.2209, -2.6518
Si, 8.0826, 8.1145, 0.2104, 0.6409, 2.0461, 0.0195
Si, 1.3561, 1.4823, 1.4366, -0.6986, -1.9694, 1.5048
Si, 4.0633, 4.0133, 1.4385, 0.9833, 0.4619, -0.4507
Si, 1.3198, 6.4175, 1.6583, 2.9594, 0.0931, -2.3855
Si, 4.4021, 9.3856, 1.2329, -1.2417, 0.6566, 1.4189
Si, 7.0845, 1.3197, 1.3823, -1.6282, 1.0323, -1.7072
Si, 9.5771, 4.4121, 1.4509, 1.6485, -1.4559, -1.0746
Si, 6.8322, 6.7928, 1.6155, 0.2015, -0.1629, 0.5381
Si, 9.6577, 9.3922, 1.4374, -1.4864, 0.4478, 0.1627
Si, -0.0309, 3.0523, 2.9368, 1.0383, -0.374, -1.4295
Si, 2.8127, -0.0868, 2.7627, 0.3505, 0.9854, -1.8226
Si, -0.0781, 7.8513, 2.7103, 0.1438, 0.6783, 1.6472
Si, 2.952, 5.4054, 2.9878, -1.2204, -0.2415, 0.4147
Si, 5.6645, 2.8002, 2.7094, -0.7597, -1.2306, -2.023
Si, 8.1278, 0.0289, 2.8148, 2.0932, -1.4545, 0.3224
Si, 5.515, 8.1683, 2.8709, 0.6756, 0.9745, 0.4927
Si, 8.0915, 5.2869, 2.8655, 0.0624, 1.1479, 1.0242
Si, 1.4192, 4.1299, 4.4223, 0.258, 0.385, -0.8654
Si, 4.259, 1.4795, 3.8646, -1.54, -1.8717, 1.6275
Si, 1.2383, 9.5719, 3.9592, 0.3245, -1.5894, 0.538
Si, 4.1079, 7.0131, 4.2835, -0.2042, -0.7773, -1.0553
Si, 6.685, 4.007, 4.2388, 1.3634, 0.9949, 0.508
Si, 9.5629, 1.4806, 3.9471, -1.3193, -0.3173, 1.7153
Si, 7.0688, 9.4317, 4.2802, -1.0165, -0.1793, -0.6807
Si, 9.6799, 6.3563, 4.3875, -1.0379, 1.613, -0.9644
Si, -0.2669, -0.1205, 5.343, 0.0589, 0.3275, 0.7295
Si, 2.5712, 2.4666, 5.3734, 1.6542, 0.1009, 0.5806
Si, 0.1867, 5.3641, 5.9986, -1.1148, -0.5332, -1.0575
Si, 2.6642, 8.3321, 5.462, -0.8189, 0.1914, -0.1862
Si, 5.5113, -0.0409, 5.3175, -1.5552, -0.9319, -0.8045
Si, 8.1585, 2.7719, 5.5926, 0.2908, -0.9685, -1.2441
Si, 5.5294, 5.6414, 5.4044, -1.3107, -1.4234, 0.944
Si, 8.2969, 7.9434, 5.6201, 0.9939, 0.5027, -0.4703
Si, 1.0861, 1.2113, 6.7259, 0.3792, 0.9437, -0.2732
Si, 3.8869, 4.1202, 6.7297, 1.6837, -1.3239, -2.7081
Si, 1.3473, 7.0738, 6.9445, 0.7966, -1.4932, 0.7735
Si, 4.0628, 9.5664, 6.7912, -1.1147, 1.9194, -1.3187
Si, 6.6118, 1.3371, 6.5648, 1.5615, 1.175, 3.7093
Si, 9.4526, 3.8924, 7.1398, 0.1541, 1.3626, -0.4385
Si, 6.8322, 6.7854, 6.8634, -1.2167, -0.2116, 1.2938
Si, 9.4348, 9.4147, 7.0883, 0.1041, -0.2005, -0.9841
Si, 0.0074, 2.6699, 8.3554, -0.6111, -1.9686, -0.0282
Si, 2.4287, -0.0785, 8.0052, 1.7333, -0.0468, 1.4877
Si, -0.073, 7.977, 8.4961, -0.1902, 0.9544, 0.467
Si, 2.6008, 5.1547, 8.0878, -2.0584, 3.3358, 2.9794
Si, 5.1819, 2.7717, 8.0359, 1.2967, -0.0371, -0.7676
Si, 7.9026, -0.1356, 8.32, 0.9687, 1.8156, -1.2586
Si, 5.0282, 8.165, 8.116, 2.8746, -1.7962, 1.1709
Si, 7.9726, 5.2528, 8.3101, 0.052, 1.2357, 0.5721
Si, 1.4375, 3.7802, 9.8026, 1.7226, -0.137, 0.7981
Si, 3.6939, 1.6248, 9.2634, -0.7484, -1.327, -0.5376
Si, 1.1931, 9.6425, 9.6841, -1.8401, 1.3113, 0.0426
Si, 3.9617, 6.6029, 9.5314, 1.5088, -1.719, 1.6793
Si, 6.2134, 4.3162, 9.4835, -1.4888, 0.6307, 1.918
Si, 9.8178, 0.8554, 9.4962, -3.3695, 3.8032, -1.2552
Si, 6.7261, 9.1903, 9.4434, 0.5267, -1.6233, -0.7742
Si, 8.9532, 6.9424, 9.7077, 2.3219, -3.2143, -0.628
Si, -4.529, 2.8007, 16.6083, 1.3624, -1.8079, 1.3164
Si, 2.3454, -2.9639, 11.9073, -0.5273, -0.9003, -3.2478
Si, 6.4115, 3.3487, 12.515, -1.9957, -1.8141, -1.9149
Si, 9.1329, 2.177, 12.0651, 0.1881, 0.4323, 1.5596
Si, 9.3194, -0.7296, 12.6542, -3.1941, -1.06, 0.8702
Si, 3.1138, 8.2163, 14.8995, -0.4038, -3.2347, 1.4808
Si, 1.8645, 1.0929, 14.0223, 1.4602, 1.2799, -1.2396
Si, 0.0508, 0.1699, 17.9908, -1.4965, 0.2892, -1.0064
Si, 6.1108, 8.0106, 14.8984, 2.5304, 1.5596, 3.2451
Si, 5.8177, 2.2703, 19.5052, 3.1482, 2.1911, 1.6198
Si, 7.0662, 5.0764, 14.7218, -2.3978, 1.5617, 0.0328
Si, 10.4901, 10.0627, 15.2574, 0.0763, 2.0932, 0.618
Si, -6.8243, 0.8305, 21.3389, -0.205, -2.75, 3.0639
Si, 0.6929, 3.7725, 12.9449, -1.3948, 1.2974, -2.9376
Si, 0.5866, 7.3826, 16.5651, 3.4897, -5.2499, -1.2294
Si, 15.1839, 1.0952, 12.1427, 4.9447, 1.3062, 1.6305
Si, 1.7482, -1.3146, 21.5614, -0.6424, -0.5622, -0.3929
Si, -0.915, -5.2521, 14.687, 0.8405, 1.2233, 1.514
Si, 10.2946, 7.2565, 12.2879, 0.3583, 0.9686, -1.2396
Si, 8.134, 1.1927, 18.1503, 2.4647, 3.2041, 1.5825
Si, -1.255, 6.4303, 21.288, -1.2806, 1.3178, 1.2982
Si, 6.1684, -0.1179, 16.5149, 0.9557, -0.3359, -1.7891
Si, 7.3951, 4.2937, 21.3903, 0.0254, 2.456, -0.4739
Si, 6.1752, -1.1561, 12.436, 1.6202, -0.4214, -1.5487
Si, 2.9078, 10.9031, 16.5622, 2.1021, -1.4729, -0.5441
Si, 0.36, 8.2512, 19.2591, -0.6234, -0.1977, 4.2436
O, 2.0684, -2.524, -0.8196, 0.7193, 1.2787, -0.5238
O, 0.4473, -0.3977, -1.376, 0.8939, -1.3588, -0.3297
O, 1.3941, 3.5583, -0.6839, 1.0246, 0.7175, 1.1679
O, 4.277, 6.6258, -0.4719, -0.2182, 0.4573, 0.1453
O, 0.0143, 5.6249, -1.5185, -0.0575, 0.3781, -0.0043
O, -2.3025, 5.3484, -2.7759, -1.4143, -1.0785, 0.791
O, 4.5015, 12.5298, -3.3544, -0.6762, -0.0107, -1.3279
O, -0.0927, 8.6582, -7.4054, -1.1845, 3.1941, -1.7049
O, 7.9318, -8.2828, -6.2516, -1.0888, -1.5757, 0.2606
O, -0.0718, -1.1992, -4.6722, -1.5729, 0.6597, -0.9834
O, 5.3347, -0.103, -1.605, -0.4584, 0.7831, 0.9449
O, 6.726, 5.3089, -1, -3.2, 0.9029, 2.0505
O, 6.2874, 3.4991, -2.9183, -0.3867, 0.1334, -1.0301
O, 3.7242, 1.8419, -0.8789, -0.5438, 0.2416, -0.4549
O, 9.0795, 7.4767, -0.8584, 0.8966, -2.6714, -2.6737
O, 7.2358, 9.3404, -0.5078, -2.0631, 0.9239, 0.762
O, 1.4326, 4.2315, 11.4299, -0.7977, -0.8803, 1.0621
O, -3.695, 1.3805, 19.4674, -0.7187, 0.0755, -0.0485
O, 6.0712, 1.36, 15.675, 0.9761, 1.5019, 1.971
O, 4.5713, 1.1645, 10.5664, -0.1733, -1.0151, 0.3541
O, 1.8367, 9.2907, 11.1329, 1.0211, -0.9016, 0.624
O, 2.4979, 13.386, 9.8795, -0.4521, 0.8256, 0.3082
O, 5.1464, 5.4866, 10.1774, -0.2146, 0.6313, -2.5529
O, 3.6085, 7.3127, 11.0279, -1.6307, -0.6187, -1.724
O, 11.2283, 4.9503, 13.9864, 0.9529, -0.2359, -0.3942
O, 6.5687, 3.654, 10.9287, 0.1676, -0.1604, 0.0084
O, 8.9366, 2.0197, 10.4998, 1.1431, -1.7673, -1.1739
O, 10.9134, 0.0151, 10.2154, 2.3918, -2.5467, 0.1984
O, 8.1035, 8.2282, 9.7426, -2.5267, 2.0543, 0.4331
O, 10.2213, 8.9648, 11.9787, -1.1666, -1.8168, 0.9702
O, 10.0599, 3.5042, 12.4134, -0.6835, -2.2393, -0.4698
O, 7.5286, -0.0722, 17.4699, -1.8796, -1.0167, -0.9914
O, -4.8267, -1.6, 10.8531, -2.6629, 0.2369, 2.0605
O, 1.0247, -3.9717, 12.0839, -0.0667, 1.5725, 0.0335
O, 2.8874, 1.0619, 12.6692, -5.6965, -0.5567, 2.3757
O, 4.6374, 7.9509, 15.4704, -1.9476, -0.8804, -0.8616
O, 12.0846, 2.5781, 13.8328, 0.8952, -1.4558, 0.292
O, 6.2256, 4.6865, 13.3639, 1.3694, 1.1861, 0.7984
O, 2.6325, -1.2949, 15.4793, 0.5022, 1.9855, 2.6358
O, 18.5996, 10.2267, 12.1135, 1.86, 0.1572, 1.844
O, 6.7274, 9.3821, 15.7684, -2.0942, -0.7155, -0.8498
O, -0.2995, 6.0031, 16.1949, -0.5781, 1.5652, -0.7486
O, 3.158, -2.7774, 13.2184, -0.042, 0.9437, 4.918
O, 0.8403, -0.0697, 14.3588, -2.213, -1.543, -0.1837
O, -4.5868, 4.1755, 15.7878, -0.699, -1.1001, 1.2888
O, 9.794, 0.7561, 12.6578, 0.6867, 3.7361, -1.7236
O, 0.9921, -3.5097, 18.1333, -0.6138, -0.8904, -1.5373
O, -1.1302, -3.8507, 13.7936, 0.0488, -0.9201, 0.0629
O, 5.1242, 13.237, 12.8542, 0.1009, 0.6734, -1.202
O, 2.0961, 7.1405, 15.813, -0.107, 1.5147, -1.6681
O, 9.2176, -0.8572, 14.2955, 0.4697, -1.7141, 0.0062
O, 8.5897, -6.1138, 14.791, 3.0874, -0.2698, -0.524
O, 7.7061, 2.4695, 12.7884, 1.4087, -0.4961, 0.8239
O, 5.4841, 2.9041, 18.099, 0.1836, 0.0865, -3.8624
O, 4.6165, 10.8702, 17.0368, -3.2368, -1.2239, 0.3894
O, 7.0492, 6.6708, 15.1582, -1.7311, 0.3269, -0.6151
O, -2.7477, 3.2349, 22.2487, 1.9409, -2.1192, 2.2343
O, -0.7363, 0.2451, 16.4955, 2.3085, -1.2931, -0.1289
O, -9.2196, 8.7358, 20.1594, -1.5585, -0.893, 0.8213
O, 2.78, -0.1713, 21.1163, 1.6642, 1.159, 0.363
O, 5.0027, -0.1697, 12.9825, 1.1523, -0.8494, -1.7045
O, 2.7757, 1.0447, 15.34, 0.6157, 2.2664, 0.8797
O, 6.248, 8.4338, 13.4085, -0.1414, 0.392, -2.3815
O, 1.7885, 0.2126, 17.8161, -0.3746, 0.3518, -1.72
O, 9.4158, 6.3043, 11.2102, 0.5532, 2.2554, 0.1958
O, 9.7221, 11.9486, 18.7308, 0.1936, 0.1652, -0.8094
O, 9.8965, 7.4993, 20.0795, 3.0702, 0.6149, -0.8402
O, 9.608, 1.3945, 23.1215, 1.8819, -1.784, 0.6185

Results
free energy: -42137.842 eV
free energy less fixed offsets of O -463.61, Si -117.95 eV per atom: 3.138 eV
pressure: -1.89 GPa
stress xx, yy, zz, yz, xz, xy (GPa, positive in tension): 2.71, 1.34, 1.61, 0.83, -1.83, -0.34

The program warned: the forces do not sum to zero within the program's tolerance.
